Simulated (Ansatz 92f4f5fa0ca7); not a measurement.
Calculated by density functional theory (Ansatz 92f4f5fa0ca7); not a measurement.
Periodic cell of 223 atoms, Si133O90, from a study of silicon, its oxide and their interface. The atomic structure is a simulated model.
Doubt: the cutoff is far below the 930 eV that the study's wrapper takes by default for these files, so forces and energies are approximate.
This geometry differs little from another in the collection (a relaxation step or a small displacement).

Settings: functional PBE; potential files Ansatz PAW; basis plane waves; wave-function cutoff 580 eV; density cutoff ratio 5; exchange-correlation grid ratio 1; k mesh 1 x 1 x 1, Gamma-centred; self-consistency stop 5e-08 eV per atom in the density residual; occupations fixed; spin none; net charge 0.

Cell vectors (angstrom)
a  10.938  0  0
b  0  10.938  0
c  0  0  32.7238

Atoms and the computed forces on them: element, x, y, z (angstrom), force x, y, z (eV/angstrom)
Si  0.3673  -0.0976  25.3513  -0.0205  -0.0092  0.0149
Si  5.1381  0.2429  25.0513  0.0494  -0.0025  -0.0211
Si  2.8434  2.4046  25.3719  0.0242  -0.0806  0.0438
Si  7.7769  3.1039  25.264  0.0121  -0.0203  0.0425
Si  0.5163  5.8302  24.9002  0.0186  0.0242  0.0067
Si  5.403  5.2287  25.2673  -0.0229  0.0159  -0.0083
Si  2.4629  8.502  25.1826  0.123  0.0212  0.1348
Si  7.6975  8.0857  24.6898  0.0256  -0.0413  -0.0309
Si  1.4129  1.3276  26.8316  0.0182  0.005  -0.0241
Si  6.7393  1.3492  26.4482  0.0167  -0.0128  -0.0109
Si  3.9443  4.0605  26.6178  0.0367  -0.0091  0.0337
Si  9.4733  4.0535  26.5832  -0.0127  -0.0089  -0.0013
Si  1.3509  7.0381  26.6657  -0.0034  -0.0074  -0.0148
Si  6.6346  6.8737  26.4457  -0.0106  0.0234  -0.005
Si  4.112  9.605  26.4778  -0.0939  -0.0712  -0.0615
Si  9.6578  9.6835  26.5404  0.0386  0.0236  0.0151
Si  2.8041  -0.0701  28.0142  0.0074  0.0161  0.019
Si  8.1618  0.037  27.8642  -0.0013  0.0032  -0.0104
Si  -0.0481  2.7547  27.9815  -0.0041  -0.0032  0.0093
Si  5.4364  2.732  27.9269  -0.0366  0.0125  -0.0162
Si  2.674  5.5229  27.9426  -0.0194  0.0144  -0.0121
Si  8.1621  5.5711  27.8637  0.0171  0.0057  0.0061
Si  -0.0626  8.2937  28.0054  -0.0044  0.0039  -0.0135
Si  5.4206  8.2376  27.9071  0.0135  0.0122  0.0132
Si  4.1018  1.3673  29.3056  0.3123  -0.0943  0.3804
Si  9.5708  1.3673  29.3056  -0.3578  -0.1708  0.0022
Si  1.3673  4.1018  29.3056  -0.2303  0.2428  0.1036
Si  6.8362  4.1018  29.3056  0.0338  0.1657  -0.4805
Si  4.1018  6.8362  29.3056  -0.1031  0.0961  -0.0978
Si  9.5708  6.8362  29.3056  -0.3326  0.1919  0.0423
Si  1.3673  9.5708  29.3056  0.1857  -0.0502  0.6205
Si  6.8362  9.5708  29.3056  -0.0588  0.1147  -0.3946
Si  0  0  30.6728  0.0661  -0.0054  -0.0072
Si  5.469  0  30.6728  0.044  0.087  0.0373
Si  2.7345  2.7345  30.6728  0.0159  -0.0489  -0.0471
Si  8.2035  2.7345  30.6728  0.0422  -0.0354  -0.0254
Si  0  5.469  30.6728  -0.0006  -0.1009  0.0002
Si  5.469  5.469  30.6728  0.0496  0.0097  -0.0597
Si  2.7345  8.2035  30.6728  -0.0814  -0.0658  0.0647
Si  8.2035  8.2035  30.6728  0.0702  -0.0637  -0.0063
Si  1.3673  1.3673  32.0401  -0.0598  0.0605  0.0087
Si  6.8362  1.3673  32.0401  -0.0687  -0.0275  -0.0142
Si  4.1018  4.1018  32.0401  -0.0075  0.0038  -0.0134
Si  9.5708  4.1018  32.0401  0.0001  0.0553  -0.0296
Si  1.3673  6.8362  32.0401  0.0142  0.0468  -0.0064
Si  6.8362  6.8362  32.0401  -0.0158  0.0501  -0.0002
Si  4.1018  9.5708  32.0401  -0.0019  -0.0072  -0.0415
Si  9.5708  9.5708  32.0401  -0.0284  -0.0144  -0.0043
Si  2.7345  0  0.6835  0.0956  -0.0744  -0.0082
Si  8.2035  0  0.6835  0.0323  0.0604  0.0271
Si  0  2.7345  0.6835  -0.0145  0.02  0.0162
Si  5.469  2.7345  0.6835  0.0505  -0.0637  0.0066
Si  2.7345  5.469  0.6835  -0.0432  -0.0183  0.0311
Si  8.2035  5.469  0.6835  0.058  -0.0393  0.0132
Si  0  8.2035  0.6835  0.0222  -0.032  0.0096
Si  5.469  8.2035  0.6835  -0.0343  -0.0043  0.003
Si  4.1018  1.3673  2.0507  -0.0884  0.0496  -0.0211
Si  9.5708  1.3673  2.0507  0.0915  0.0285  0.0385
Si  1.3673  4.1018  2.0507  0.011  -0.0273  0.0351
Si  6.8362  4.1018  2.0507  -0.1141  0.045  -0.0173
Si  4.1018  6.8362  2.0507  0.0786  0.0782  0.0267
Si  9.5708  6.8362  2.0507  -0.0453  0.0536  -0.0136
Si  1.3673  9.5708  2.0507  -0.0764  -0.0053  -0.0302
Si  6.8362  9.5708  2.0507  -0.0102  -0.0342  0.0149
Si  0  0  3.418  0.1929  0.1543  -0.3226
Si  5.469  0  3.418  0.0612  -0.0253  0.2806
Si  2.7345  2.7345  3.418  -0.006  -0.358  -0.3113
Si  8.2035  2.7345  3.418  0.0748  -0.0141  0.4669
Si  0  5.469  3.418  -0.0891  -0.0502  0.2126
Si  5.469  5.469  3.418  0.1646  -0.1729  -0.393
Si  2.7345  8.2035  3.418  -0.0423  -0.0024  -0.0786
Si  8.2035  8.2035  3.418  0.1261  -0.0481  -0.243
Si  1.3891  1.3421  4.7893  0.0173  0.0042  -0.0056
Si  6.8657  1.3345  4.8397  -0.0065  -0.0009  0.0058
Si  4.1495  4.0422  4.7174  -0.0139  -0.0209  -0.0113
Si  9.5829  4.1043  4.8519  -0.0008  0.011  0.0011
Si  1.3933  6.8183  4.7813  -0.0044  -0.0165  0.0066
Si  6.8912  6.7817  4.7464  0.0042  0.0016  0.0026
Si  4.0776  9.5743  4.795  -0.0085  0.0009  0.0042
Si  9.6086  9.5643  4.7322  -0.009  -0.0076  0.0045
Si  2.7748  0.0378  6.2339  -0.0007  0.0002  0.0049
Si  8.3522  -0.0062  6.1609  -0.002  0.0027  -0.0118
Si  0.06  2.7066  6.1861  -0.0127  -0.0227  0.0173
Si  5.5044  2.759  6.167  0.0066  0.0006  0.0061
Si  2.7093  5.3028  6.0429  -0.0028  0.0224  0.0083
Si  8.2632  5.5414  6.2562  0.0131  0.0154  0.0062
Si  0.0995  8.2971  6.0907  -0.0029  -0.0039  0.0108
Si  5.3489  8.0012  6.0056  0.0166  0.0003  0.0378
Si  3.9236  1.6615  7.5371  -0.0257  0.0068  -0.02
Si  9.8971  1.1071  7.5202  0.0115  0.0523  -0.0252
Si  1.6272  3.8478  7.5119  -0.0214  0.0274  0.0104
Si  6.6392  4.3433  7.509  0.0216  -0.0076  -0.0234
Si  4.2714  6.3958  7.3263  0.0043  0.001  -0.0433
Si  9.5788  7.1626  7.4765  -0.0231  -0.0254  -0.0357
Si  1.1985  9.8119  7.5688  0.0268  -0.0002  -0.0329
Si  7.5159  9.4768  7.7867  -0.0404  -0.0282  0.0191
O  8.0821  6.9123  23.6159  -0.0008  0.0052  0.0239
O  4.0149  1.4206  24.7499  -0.0635  0.0562  -0.0009
O  8.5959  8.2945  8.2249  -0.002  0.0004  0.003
O  2.777  2.7527  8.0959  0.0378  -0.0366  0.0093
O  10.4811  4.6072  25.3679  0.0028  0.0004  -0.0148
O  1.4003  9.6909  24.7256  -0.0187  0.0138  -0.0281
O  6.1774  8.7912  7.1857  0.0145  0.0289  -0.0185
O  0.063  -0.0161  8.062  0.0052  -0.0043  0.0218
O  5.4598  5.4189  7.9692  0.0005  -0.0025  0.021
O  6.9254  10.3015  9.082  -0.0011  -0.0172  -0.0327
O  9.8199  4.1748  9.2171  -0.009  -0.0106  -0.0025
O  1.8083  9.0971  8.9414  0.0013  -0.0012  0.01
O  4.7324  0.988  8.8165  0.0097  -0.0049  0.0098
O  -0.2911  6.4941  8.5574  0.0133  0.0077  0.0092
O  9.113  1.6824  8.8624  -0.0069  -0.0024  0.0093
O  3.4384  7.0211  8.592  -0.0089  0.0001  0.0162
O  9.0541  8.6238  25.4172  0.0001  -0.0102  0.0096
O  8.4855  2.8593  23.8146  0.005  -0.0018  -0.0071
O  6.5911  4.1762  24.8463  -0.005  0.0035  -0.0119
O  1.9059  2.7346  24.0657  -0.0198  0.0014  -0.0357
O  10.8207  0.8831  24.1064  0.0065  0.0229  0.0035
O  -0.1887  6.5997  23.6357  -0.009  -0.0057  0.014
O  2.9332  7.7058  23.7905  -0.0206  -0.0199  -0.0121
O  7.1273  9.3612  23.8229  -0.0199  0.0137  0.0063
Si  7.1222  1.6748  20.9637  -0.0024  -0.0116  0.0061
Si  5.0213  1.6197  17.1707  0.0028  0.0002  -0.002
Si  2.2836  11.5763  18.1627  -0.0015  -0.0004  -0.0101
Si  8.7946  5.3886  14.7169  0.0013  0.0008  -0.0083
Si  3.8699  4.2972  12.9533  -0.0031  0.0007  0.004
Si  6.8255  10.706  18.6354  -0.0029  -0.0018  -0.0005
Si  1.1909  4.405  11.9279  -0.0035  0.0161  -0.0074
Si  0.8419  0.5368  20.7078  -0.0026  0.0017  -0.0125
Si  8.8448  8.2909  18.2787  -0.0011  0.0028  -0.0047
Si  6.3375  7.1062  15.6845  -0.0027  0.0005  -0.0016
Si  8.6537  3.1007  9.5363  0.0064  0.0107  0.0124
Si  3.2613  7.3135  15.186  -0.0003  0.0021  0.0009
Si  9.4087  3.133  12.4877  -0.0117  0.0023  -0.0076
Si  5.5101  12.9018  14.1956  0.0027  -0.0008  -0.0041
Si  0.7708  1.9503  23.2196  -0.0121  0.0037  -0.0097
Si  2.6464  5.2493  20.2886  -0.0073  0.0133  0.0277
Si  -0.8687  7.9363  15.3862  -0.0014  -0.0013  -0.0021
Si  5.3908  10.627  9.5636  -0.002  -0.0012  0.0197
Si  0.7058  2.9795  19.0384  0.0079  0.0066  -0.0016
Si  9.3983  6.5714  22.7169  -0.0057  -0.0004  -0.0043
Si  -5.8595  -2.1359  20.3507  -0.0138  -0.0056  0.0061
Si  0.2562  5.0422  9.105  -0.0073  -0.0033  0.0007
Si  1.6842  15.836  14.7898  -0.0023  0.0043  -0.0087
Si  -0.3284  8.6542  20.7083  0.0032  -0.0092  -0.0029
Si  14.7912  7.4672  12.3944  -0.0013  0.0065  0.0018
Si  3.0885  6.0926  23.4344  -0.002  0.0077  -0.0443
Si  6.0545  10.3159  23.0052  -0.0229  0.0167  0.0028
Si  -2.4121  1.5453  14.7983  -0.0011  -0.0012  -0.003
Si  5.4003  3.7609  19.4181  -0.0116  0.0107  -0.0044
Si  3.1553  8.3389  9.4947  0.0103  0.0166  0.023
Si  2.2622  7.5236  19.6724  0.0085  -0.0033  0.0048
Si  5.6891  10.1772  12.5749  0.0023  0.0028  -0.0075
Si  -1.7747  3.4465  22.4581  0.0072  0.0113  -0.0148
Si  -0.7318  3.5227  16.4336  -0.0015  0.0004  -0.0078
Si  7.8529  9.5477  14.43  -0.0007  -0.001  -0.003
Si  6.6705  6.5232  18.8588  -0.0085  0.0029  0.0013
Si  1.7139  8.9258  16.8648  -0.003  -0.0044  0.0017
O  1.7594  13.1228  18.054  -0.0007  -0.0022  0.0047
O  5.0449  3.156  13.1365  -0.0024  0.0038  0.0005
O  9.2989  1.7626  13.3675  0.0016  -0.0031  0.0047
O  4.7134  12.935  15.6219  0.0014  -0.0011  0.0024
O  2.8432  7.6799  13.6527  -0.0012  0.0007  0.002
O  -2.5503  2.645  21.2755  -0.0009  0.0013  0.0079
O  3.0229  7.7884  11.0243  0.0013  -0.0027  0.0042
O  0.0362  3.2495  12.0129  0.0038  -0.0004  0.0024
O  9.2398  7.8432  16.7797  0.0003  -0.0021  0.0012
O  1.4091  4.197  19.9034  -0.0142  -0.012  -0.0061
O  5.8374  7.4027  19.9605  0.0084  -0.0048  -0.0012
O  0.056  12.7366  19.9845  -0.0011  0.0014  0.0074
O  2.1609  6.1865  15.6933  -0.0002  -0.0007  0.0022
O  9.3049  8.8403  14.2747  0  0.0021  0.0024
O  2.0351  11.0184  19.6859  0.0022  0.0002  0.0069
O  6.3557  11.6276  17.3724  -0.0024  0.0028  0.0007
O  4.9666  8.6882  12.5566  -0.0009  -0.003  -0.0009
O  5.8692  2.6572  20.5382  0.0005  0.0009  0.0073
O  -0.8252  8.7492  19.16  -0.0039  0.0005  0.0048
O  -4.4293  4.9449  19.2072  0.0014  -0.001  0.0046
O  7.2463  9.8274  12.942  -0.0001  0.0006  0.0023
O  -3.3598  11.6701  19.7131  0  -0.0016  0.0008
O  1.7166  7.967  18.1893  -0.0055  0.0041  -0.0108
O  8.4667  2.9882  11.1538  0.0056  0.0009  0.0112
O  9.0046  4.5745  16.1142  -0.0023  0.0014  0.0043
O  1.5446  1.1088  22.0561  0.0023  -0.0049  0.0027
O  -8.9579  5.3062  24.3461  -0.007  0.0012  0.0192
O  -4.1444  8.6416  15.3109  0  0.0004  0.0047
O  3.149  8.6334  16.1337  0.0075  0.001  -0.0003
O  18.769  9.5479  18.1308  0.0009  -0.0014  0.0053
O  7.3262  6.0958  14.8443  0.0041  -0.0008  0.0049
O  11.5175  8.5378  15.7587  -0.0006  -0.0005  0.0026
O  -1.3745  7.7873  21.6221  0.0034  0.0055  0.0044
O  1.0809  7.8568  20.7611  -0.0062  0.0034  0.0096
O  -11.0747  10.2299  21.1377  0.002  0.0044  0.0066
O  -2.7509  0.0108  15.1831  -0.0005  0.0011  0.0034
O  3.1276  4.2108  14.4229  0.0005  0.0012  0.004
O  -0.1968  -7.8784  22.5355  -0.0001  -0.0068  0.0124
O  -0.435  3.5798  18.0366  -0.0038  0.0021  0.0004
O  1.5277  10.5139  17.1768  0.0018  0.0052  0.0076
O  4.4106  9.3523  9.3471  -0.0029  -0.0046  -0.0087
O  5.5101  -0.0118  11.1491  0.0002  -0.0041  0.0043
O  5.3383  9.3151  21.8932  -0.0045  -0.0117  0.0068
O  -1.3856  2.0906  15.9643  0.002  0.0015  0.0063
O  6.7106  0.6748  22.2095  0.0129  0.0269  -0.0014
O  4.6154  5.6827  23.8752  0.0193  -0.0105  0.02
O  2.7269  3.8128  11.8538  0.0061  -0.0026  -0.0001
O  0.6436  3.9287  15.6025  0.0018  -0.0004  0.0062
O  1.0779  16.2287  13.3038  0.002  -0.0023  0.003
O  5.238  22.3108  13.6248  -0.001  0.004  0.0052
O  4.0091  15.4033  19.8654  0.0236  -0.0123  -0.0008
O  -0.8963  -4.4805  14.7045  -0.0038  -0.0001  0.0052
O  2.8162  5.6372  21.8933  -0.0008  -0.0029  -0.0155
O  7.2538  3.6277  8.8716  -0.0038  -0.0021  0.0059
O  19.8638  15.3733  13.3868  0.0008  0.0035  0.0108
O  -3.8619  2.2897  14.5825  0  0.0015  0.0053
O  6.2659  6.8511  17.3006  0.0018  0.0016  -0.0031
O  4.3412  5.8508  12.4831  0.0015  -0.0016  -0.0023
O  0.9127  5.2948  10.5869  0.0022  -0.0078  -0.0003
O  8.2247  6.9757  19.0167  0.0039  0.0009  0.0057
O  3.5101  8.4793  20.1204  0.0025  0.0015  0.0056
O  -1.8243  5.0605  22.143  0.0008  -0.0069  0.0063
O  3.838  11.6212  17.7679  0.001  0.0022  0.0044
O  16.1104  3.0185  17.989  0.0004  -0.0042  0.0033
O  5.5423  -0.9429  19.3481  0.0084  0.0069  -0.0023
O  4.8121  6.8133  15.1888  -0.0006  0.0011  0.0034

Results
free energy: -135734.445 eV
free energy less fixed offsets of O -568.88, Si -635.61 eV per atom: 0.885 eV

The program warned: the cutoff lies below the one the program advises for these potential files; the forces do not sum to zero within the program's tolerance; the exchange-correlation potential is rough where the density is thin.
